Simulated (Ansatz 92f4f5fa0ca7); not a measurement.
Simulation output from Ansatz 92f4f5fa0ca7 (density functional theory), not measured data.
Periodic cell of 227 atoms, Si134O91H1N1, from a study of silicon, its oxide and their interface. The atomic structure is a simulated model.

Settings
functional: PBE
potential files: Ansatz PAW
basis: plane waves
wave-function cutoff: 700 eV
density cutoff ratio: 5
exchange-correlation grid ratio: 1
k mesh: 2 x 2 x 1, shifted by 0.5 0.5 0.5 of a step
self-consistency stop: 5e-08 eV per atom in the density residual
occupations: fixed
spin: none
net charge: 0

Cell vectors (angstrom)
a, 10.938, 0, 0
b, 0, 10.938, 0
c, 0, 0, 32.7627

Atoms: element, x, y, z (angstrom)
Si, 0.1305, -0.3308, 25.4815
Si, 6.0129, -0.5062, 25.2522
Si, 2.8121, 2.663, 25.0614
Si, 8.0148, 3.3313, 24.9541
Si, -0.4834, 6.1599, 25.3333
Si, 5.4204, 5.1953, 25.2176
Si, 2.6593, 8.6241, 25.3613
Si, 8.1763, 8.23, 25.7909
Si, 1.2829, 1.47, 26.4842
Si, 7.0008, 1.4264, 26.2786
Si, 4.1031, 3.9088, 26.6371
Si, 9.5031, 4.3193, 26.5327
Si, 1.443, 6.907, 26.5196
Si, 6.6032, 6.77, 26.6491
Si, 4.2235, 9.7085, 26.7169
Si, 9.6277, 9.5606, 26.9788
Si, 2.6998, 0.1182, 27.9487
Si, 8.1728, 0.1108, 27.9805
Si, -0.0678, 2.8274, 27.9018
Si, 5.5727, 2.6235, 27.9161
Si, 2.7393, 5.4241, 27.9143
Si, 8.1053, 5.5129, 27.9969
Si, 0.115, 8.1257, 28.0827
Si, 5.4096, 8.2138, 28.0457
Si, 4.1018, 1.3673, 29.3445
Si, 9.5708, 1.3673, 29.3445
Si, 1.3673, 4.1018, 29.3445
Si, 6.8362, 4.1018, 29.3445
Si, 4.1018, 6.8362, 29.3445
Si, 9.5708, 6.8362, 29.3445
Si, 1.3673, 9.5708, 29.3445
Si, 6.8362, 9.5708, 29.3445
Si, 0, 0, 30.7117
Si, 5.469, 0, 30.7117
Si, 2.7345, 2.7345, 30.7117
Si, 8.2035, 2.7345, 30.7117
Si, 0, 5.469, 30.7117
Si, 5.469, 5.469, 30.7117
Si, 2.7345, 8.2035, 30.7117
Si, 8.2035, 8.2035, 30.7117
Si, 1.3673, 1.3673, 32.079
Si, 6.8362, 1.3673, 32.079
Si, 4.1018, 4.1018, 32.079
Si, 9.5708, 4.1018, 32.079
Si, 1.3673, 6.8362, 32.079
Si, 6.8362, 6.8362, 32.079
Si, 4.1018, 9.5708, 32.079
Si, 9.5708, 9.5708, 32.079
Si, 2.7345, 0, 0.6835
Si, 8.2035, 0, 0.6835
Si, 0, 2.7345, 0.6835
Si, 5.469, 2.7345, 0.6835
Si, 2.7345, 5.469, 0.6835
Si, 8.2035, 5.469, 0.6835
Si, 0, 8.2035, 0.6835
Si, 5.469, 8.2035, 0.6835
Si, 4.1018, 1.3673, 2.0507
Si, 9.5708, 1.3673, 2.0507
Si, 1.3673, 4.1018, 2.0507
Si, 6.8362, 4.1018, 2.0507
Si, 4.1018, 6.8362, 2.0507
Si, 9.5708, 6.8362, 2.0507
Si, 1.3673, 9.5708, 2.0507
Si, 6.8362, 9.5708, 2.0507
Si, 0, 0, 3.418
Si, 5.469, 0, 3.418
Si, 2.7345, 2.7345, 3.418
Si, 8.2035, 2.7345, 3.418
Si, 0, 5.469, 3.418
Si, 5.469, 5.469, 3.418
Si, 2.7345, 8.2035, 3.418
Si, 8.2035, 8.2035, 3.418
Si, 1.3208, 1.3825, 4.766
Si, 6.8398, 1.4375, 4.7554
Si, 4.1596, 4.0741, 4.8235
Si, 9.5383, 4.0853, 4.7717
Si, 1.4392, 6.7835, 4.8601
Si, 6.8198, 6.8842, 4.7921
Si, 4.1463, 9.4542, 4.7372
Si, 9.6073, 9.4856, 4.7687
Si, 2.7024, -0.1317, 5.927
Si, 8.1339, -0.0728, 5.9602
Si, -0.1367, 2.671, 6.1814
Si, 5.6347, 2.8617, 6.2593
Si, 2.7952, 5.3344, 6.2869
Si, 8.2098, 5.5234, 6.0934
Si, 0.0311, 8.141, 6.2365
Si, 5.4191, 8.1283, 6.2773
Si, 4.3147, 1.1008, 7.0203
Si, 9.5875, 1.0073, 7.4159
Si, 1.141, 4.0928, 7.5267
Si, 6.78, 4.5799, 7.7167
Si, 4.2698, 6.5824, 7.7103
Si, 9.8913, 6.4467, 7.4808
Si, 1.1024, 9.8352, 7.4544
Si, 6.5581, 9.8837, 7.3859
N, 5.5934, 5.6718, 8.5083
O, -0.0015, 0.0961, 7.6045
O, 3.1929, 12.5722, 8.0705
O, 5.1796, 7.4379, 10.6871
O, 1.39, 9.6298, 25.0004
O, 6.6707, 4.26, 24.6603
O, 7.2567, 9.3521, 24.9895
O, -0.0932, 7.0107, 21.3407
O, 7.3513, 9.7377, 8.8332
O, 0.1155, 5.3335, 7.8713
O, 1.3725, 9.4532, 9.0366
O, 7.9091, 4.2808, 8.9414
O, 9.218, 6.6785, 8.9775
O, 5.3614, 0.0484, 7.7666
O, 3.3405, 7.2795, 8.9206
O, 8.8544, 1.0718, 8.904
O, 5.3517, -0.5454, 23.7474
O, 8.7671, 3.2996, 23.4636
O, 10.8462, 5.782, 23.816
O, 4.4249, 5.6126, 23.9324
O, 9.2688, 7.2791, 24.9816
O, 3.5195, 1.5813, 23.9921
O, 3.5029, 8.36, 23.9503
O, 10.19, -0.0229, 24.108
Si, 10.6068, 2.2437, 13.8029
Si, 2.5375, 13.0871, 9.4317
Si, 7.1678, 8.0125, 14.2355
Si, 9.5259, 1.5657, 20.2596
Si, 2.2048, 5.9011, 12.3131
Si, -0.5985, 4.8789, 12.4697
Si, 9.9571, 5.891, 17.8855
Si, 4.3441, -1.5679, 22.9588
Si, 1.2295, 8.1323, 18.1674
Si, 6.2337, 3.452, 15.6495
Si, 5.8496, -2.6299, 20.4144
Si, 14.8709, 3.8268, 11.3892
Si, 7.8361, 0.0845, 9.7627
Si, 5.8221, 6.0009, 10.2418
Si, -0.0817, 8.5657, 20.8321
Si, 3.3314, 3.2441, 20.5717
Si, 9.0827, 3.9256, 21.9711
Si, 8.5887, 5.4708, 9.9039
Si, 7.673, -1.0502, 16.4744
Si, 3.6868, -6.8565, 14.219
Si, 8.2804, -1.0633, 19.4502
Si, 8.3877, -1.031, 12.5678
Si, 1.66, 2.3343, 16.0035
Si, 11.3871, 10.2633, 13.1358
Si, 4.9601, 8.9318, 15.8243
Si, -0.0225, 0.0403, 22.6446
Si, 8.5002, 5.414, 15.0721
Si, 2.0334, 10.0796, 15.7533
Si, 13.8082, 11.9027, 22.5939
Si, 1.9373, -0.7399, 10.3828
Si, 0.4173, 5.7858, 22.2918
Si, 3.1947, 4.9332, 23.0641
Si, 4.1342, 7.0813, 18.1361
Si, 0.7852, 3.3205, 18.8227
Si, 18.7108, 12.0836, 14.5537
Si, -3.3114, 5.6716, 20.0869
Si, 3.6394, -3.0415, 10.4383
Si, 5.3957, -6.7932, 18.5579
O, 8.6966, 2.8372, 20.8207
O, 8.0854, -2.1695, 15.3676
O, 11.2738, 9.4835, 22.1111
O, 12.2065, 11.9395, 22.8415
O, 4.4402, 3.1426, 19.4009
O, 1.8841, 11.8237, 10.2246
O, 14.7623, 2.6526, 10.2928
O, -5.7908, 8.4867, 21.8694
O, 5.2278, 4.7609, 11.1222
O, 9.3741, 9.0027, 20.2916
O, 7.7116, -6.8353, 15.585
O, 1.2658, 9.6199, 14.3886
O, 1.5027, 3.3328, 8.9746
O, 1.0803, 9.8206, 11.7042
O, 9.6244, 4.8896, 11.004
O, -2.3667, 0.5462, 19.4338
O, 6.6097, 0.9718, 10.3667
O, 6.7649, -3.9519, 20.4314
O, 5.7929, 3.3197, 17.2112
O, 3.2996, -0.5574, 22.2413
O, -1.0778, 9.7486, 13.239
O, 8.3394, -1.5011, 17.8809
O, -7.3359, 9.7434, 15.5575
O, 3.2145, 1.7772, 21.2426
O, -7.4939, -1.4136, 10.5102
O, 6.7212, 4.4961, 19.4229
O, 2.8147, 14.1349, 15.2533
O, -3.5773, 6.1495, 10.7077
O, 10.9381, 3.3796, 12.684
O, 8.2212, 0.4035, 15.9553
O, 11.9564, 8.8074, 19.6447
O, 2.946, 5.4837, 13.7371
O, 9.3904, 5.1735, 13.7421
O, -2.7672, 5.2164, 21.5652
O, 1.6327, 2.7839, 17.551
O, 4.5901, 5.5339, 18.275
O, 11.1727, 13.6014, 15.2769
O, 11.4092, 0.9463, 13.2528
O, 10.7751, 2.0941, 19.3565
O, 7.6676, -2.4929, 12.7395
O, 2.0506, 5.9018, 22.3984
O, 7.45, 0.0383, 13.3962
O, 10.6637, 4.379, 21.7622
O, 7.3502, 6.4469, 14.5734
O, 5.5996, 8.4372, 14.4046
O, 12.347, -1.6368, 17.0442
O, 10.86, 7.2334, 17.8732
O, -4.5159, 2.0142, 14.8811
O, 2.3452, 3.9051, 24.0455
O, 9.0029, 12.9778, 13.9636
O, -1.5216, -5.1125, 16.3481
O, 8.6235, -0.5622, 11.0325
O, 8.7669, 6.0554, 18.9853
O, 5.1216, 15.3318, 14.9127
O, 16.9711, 9.9096, 16.5929
O, 3.8758, 4.2328, 21.7576
O, 10.8328, 4.5919, 18.3397
O, 6.7908, 9.601, 20.07
O, 11.5347, 5.9912, 12.4978
O, 15.6244, 8.0832, 19.2985
O, 2.5734, 4.7248, 11.2381
O, 2.5127, -3.8044, 18.177
O, 4.6818, 7.5912, 16.6981
O, 3.98, 14.1208, 12.8789
O, 2.7089, 7.2976, 11.646
O, 1.8913, 3.735, 19.9609
O, -0.9853, 0.7471, 21.5829
O, 12.8779, 0.7425, 15.9656
H, 5.7728, 0.9767, 9.8776

Results
free energy: -137358.431 eV
free energy less fixed offsets of H -17.10, N -388.26, O -569.03, Si -635.61 eV per atom: 0.399 eV

Forces (eV/angstrom), in the order of the atoms: element, x, y, z
Si, -0.0135, -0.0271, -0.022
Si, -0.0082, -0.0827, -0.0444
Si, 0.0271, 0.0166, -0.0526
Si, 0.0029, 0.0595, -0.0264
Si, -0.0512, 0.0174, -0.0364
Si, -0.0092, -0.0236, -0.0164
Si, 0.0123, 0.0124, -0.0113
Si, 0.031, 0.0195, 0.0157
Si, 0.0428, -0.0164, 0.0398
Si, -0.0219, 0.0201, 0.0291
Si, -0.0228, 0.0321, -0.0116
Si, 0.004, -0.028, -0.0116
Si, -0.0153, 0.0217, 0.0286
Si, 0.0222, -0.0172, -0.0115
Si, -0.0232, -0.0269, -0.0276
Si, -0.0097, 0.016, -0.025
Si, -0.0002, -0.0019, -0.0248
Si, -0.043, 0.0289, 0.006
Si, 0.0143, 0, -0.016
Si, 0.017, -0.0142, 0.0065
Si, -0.0286, 0.0113, -0.0048
Si, -0.0007, -0.0243, -0.0054
Si, 0.0085, -0.0113, -0.0254
Si, 0.0272, -0.005, 0.0024
Si, 0.2547, 0.0869, -0.0402
Si, -0.0196, 0.6506, -0.0703
Si, -0.2092, 0.1243, -0.3538
Si, -0.0308, -0.4432, 0.0013
Si, -0.482, -0.3568, 0.1321
Si, -0.1247, -0.256, 0.2024
Si, 0.5797, 0.4139, 0.2539
Si, 0.0077, 0.3087, -0.0993
Si, 0.069, -0.0034, -0.0785
Si, -0.1301, -0.1158, 0.029
Si, 0.1672, 0.0778, -0.0702
Si, 0.1038, 0.0873, 0.0621
Si, -0.1239, -0.1076, 0.0383
Si, -0.1422, -0.1349, -0.0374
Si, 0.038, 0.0627, 0.0552
Si, 0.1926, 0.1416, -0.0425
Si, -0.0219, -0.0235, -0.0189
Si, 0.0343, -0.0109, -0.0219
Si, -0.1006, 0.043, 0.0242
Si, -0.021, -0.0174, 0.0281
Si, -0.0494, 0.0643, -0.0153
Si, 0.029, 0.014, -0.0173
Si, 0.0746, -0.0475, 0.0204
Si, -0.0663, 0.0165, 0.0216
Si, 0.0295, -0.0368, -0.0195
Si, -0.0148, 0.0283, -0.022
Si, -0.001, -0.0249, 0.0274
Si, 0.0007, 0.0098, 0.0015
Si, 0.0837, -0.0093, -0.0284
Si, 0.0753, -0.0467, -0.0173
Si, 0.0331, -0.011, 0.0125
Si, -0.0804, 0.0288, 0.0272
Si, -0.1104, -0.1033, 0.0175
Si, -0.0894, -0.0876, -0.0122
Si, 0.061, 0.0713, 0.0135
Si, 0.0582, 0.0278, 0.0003
Si, -0.1511, -0.0812, -0.0462
Si, -0.1076, 0.0083, 0.0233
Si, -0.0439, 0.0506, 0.0556
Si, 0.1905, 0.0932, -0.0015
Si, -0.1349, -0.166, -0.1004
Si, -0.066, 0.0955, 0.1408
Si, 0.0902, 0.031, 0.2299
Si, 0.1018, 0.0977, -0.59
Si, 0.1728, 0.0003, 0.3962
Si, -0.0298, 0.1209, 0.1677
Si, -0.0177, -0.6837, -0.2356
Si, -0.043, -0.0551, -0.251
Si, -0.0174, -0.0017, 0.0043
Si, -0.0299, 0.0065, 0.0106
Si, 0.0056, 0.0227, -0.005
Si, 0.032, 0.0071, 0.0013
Si, -0.0107, -0.0037, 0.0022
Si, -0.0198, -0.0102, 0.004
Si, 0.0262, -0.0024, 0.0038
Si, 0.0249, -0.0125, 0.0155
Si, -0.035, -0.0477, 0.0284
Si, 0.0021, 0.0256, 0.0159
Si, 0.0068, -0.0027, -0.0149
Si, -0.0049, 0.0166, 0.0077
Si, 0.0107, -0.0097, 0.0289
Si, 0.0026, -0.0038, 0.0164
Si, -0.0138, 0.0068, -0.0579
Si, 0.0157, 0.0202, -0.0072
Si, -0.0181, -0.0386, 0.0333
Si, 0.0017, -0.0174, 0.0398
Si, 0.0043, 0.0015, 0.018
Si, 0.0197, 0.0436, 0.031
Si, -0.0009, -0.0109, 0.0296
Si, -0.003, -0.0488, 0.0774
Si, 0.0083, 0.0323, 0.0171
Si, -0.0124, 0.0526, 0.0413
N, -0.0066, -0.0104, 0.0027
O, -0.0076, -0.005, 0.0482
O, 0.0188, 0.0239, 0.0423
O, -0.0239, -0.012, 0.0042
O, -0.0046, 0.0049, -0.0313
O, 0.0181, -0.0028, -0.035
O, -0.0059, 0.0142, -0.0217
O, 0.0075, 0.0002, 0.0068
O, -0.0074, 0.0216, -0.0016
O, -0.0042, 0.0052, 0.032
O, -0.0109, 0.0156, -0.0193
O, -0.0398, 0.0304, -0.0057
O, 0.0099, -0.0231, -0.0277
O, 0.0046, 0.0012, 0.0152
O, 0.03, -0.0119, -0.0165
O, 0.0071, -0.0253, -0.0172
O, 0.0043, 0.0009, 0.0211
O, -0.0252, 0.0008, 0.0165
O, 0.0174, 0.0019, 0.0189
O, 0.0224, -0.0223, 0.0185
O, -0.0002, -0.011, -0.0069
O, -0.0283, 0.0244, 0.0074
O, -0.0169, 0.029, -0.0036
O, 0.041, 0.0012, 0.0039
Si, 0, 0.0027, -0.0034
Si, 0.027, -0.0063, -0.0444
Si, -0.0047, 0.0004, -0.0068
Si, -0.0024, -0.0002, -0.0085
Si, -0.0034, -0.0019, -0.0018
Si, 0.0018, -0.0016, -0.0033
Si, -0.0013, 0.0012, -0.0063
Si, -0.0066, -0.0047, 0.0042
Si, 0.0017, 0.0075, -0.0041
Si, -0.0039, -0.0028, -0.0019
Si, -0.0036, 0.0022, 0.0025
Si, -0.0066, -0.0105, -0.0082
Si, 0.0009, -0.0042, -0.0061
Si, -0.0049, -0.0023, 0.009
Si, -0.0004, 0.0008, -0.0004
Si, -0.0025, 0.0008, -0.0037
Si, -0.0045, 0.006, -0.0072
Si, 0.0066, -0.0019, 0.0083
Si, -0.0011, 0.0028, 0.0009
Si, 0.002, 0.0005, -0.0012
Si, -0.0028, -0.0027, -0.0039
Si, -0.0039, -0.002, -0.0036
Si, 0.0079, -0.0058, -0.001
Si, 0.0009, -0.0009, -0.0005
Si, -0.007, -0.0024, 0.0018
Si, 0.0042, -0.0019, 0.0133
Si, 0.0001, -0.0004, 0.0021
Si, 0.0083, 0.008, 0.0061
Si, -0.0034, -0.0034, -0.0027
Si, 0.004, 0.0058, -0.0033
Si, -0.007, 0.0038, -0.0047
Si, 0.0006, -0.0029, -0.0093
Si, -0.0084, 0.0011, -0.013
Si, 0.0036, 0.0003, -0.0042
Si, -0.0058, 0.0058, 0.0012
Si, 0.0006, 0.0013, 0.0014
Si, 0.0023, 0.0083, 0.0012
Si, -0.0013, -0.0056, -0.0044
O, 0.0218, -0.0011, 0.0101
O, -0.0339, 0.0135, 0.0002
O, -0.0133, 0.0115, -0.0118
O, 0.0091, -0.0187, -0.0157
O, -0.0034, 0.0264, 0.0091
O, 0.0099, -0.0094, -0.007
O, -0.0193, 0.0142, 0.0267
O, -0.0042, 0.0175, -0.0027
O, -0.0182, 0.0085, -0.0033
O, 0.01, 0.008, -0.0032
O, -0.0148, 0.0102, -0.0049
O, -0.0019, 0.024, 0.0046
O, 0, 0.0049, -0.0141
O, 0.0081, 0.0147, 0.0023
O, -0.0115, 0.0178, 0.0026
O, 0.0103, -0.0046, 0.0162
O, -0.0383, -0.0128, -0.049
O, -0.0058, 0.0054, -0.0143
O, 0.0012, 0.0233, -0.0039
O, 0.0061, -0.0082, 0.0133
O, 0.0029, 0.0158, -0.0112
O, -0.017, 0.0141, 0.0079
O, -0.0094, -0.0207, 0.0192
O, -0.0108, 0.0129, 0.0126
O, -0.018, -0.0196, 0.0115
O, -0.0161, 0.0207, -0.0019
O, -0.0125, -0.0026, 0.0006
O, 0.0221, -0.0162, -0.0122
O, -0.0135, 0.0147, 0.0211
O, -0.023, -0.0117, -0.0209
O, -0.0179, -0.0175, -0.0004
O, -0.003, -0.0224, -0.0234
O, 0.0069, -0.0061, -0.0001
O, 0.0181, -0.0173, -0.0086
O, -0.0191, 0.003, -0.0067
O, 0.0034, -0.0019, 0.0097
O, 0.022, -0.0134, -0.0115
O, -0.0128, -0.0156, 0.0187
O, -0.0096, 0.0186, 0.0126
O, 0.0032, 0.0194, 0.037
O, 0.0016, -0.007, 0.0035
O, 0.0267, -0.006, 0.0065
O, -0.033, 0.0003, -0.0019
O, 0.0027, 0.0107, 0.0081
O, 0.0272, 0.0052, 0.0309
O, 0.0141, -0.0081, -0.0054
O, 0.0145, 0.0003, 0.018
O, 0.0187, 0.0018, 0.0038
O, 0.0202, -0.0179, 0.0013
O, 0.0112, -0.0099, 0.0063
O, -0.0037, -0.0066, 0.0058
O, -0.0239, 0.0095, 0.002
O, 0.0019, -0.0042, 0.0034
O, -0.0035, -0.0233, 0.0084
O, 0.0105, -0.0276, -0.023
O, -0.0159, -0.0028, 0.0087
O, 0.0029, -0.0043, 0.0029
O, 0.0085, -0.0213, -0.0062
O, 0.0093, -0.0227, -0.002
O, 0.0093, -0.0134, -0.001
O, 0.0194, 0.0123, 0.0384
O, 0.0202, 0.0273, -0.0077
O, -0.0101, 0.0298, 0.0238
O, -0.0115, 0.0396, -0.0009
O, 0.016, -0.0113, -0.0087
O, 0.016, -0.0182, -0.004
O, 0.0174, -0.0033, 0.006
O, -0.0092, -0.0043, -0.006
H, 0.0614, -0.0037, 0.0357

The program warned: the cutoff lies below the one the program advises for these potential files; the exchange-correlation potential is rough where the density is thin.
